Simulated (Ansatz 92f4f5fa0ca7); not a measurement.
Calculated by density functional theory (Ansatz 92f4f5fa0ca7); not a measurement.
Periodic cell of 222 atoms, Si131O89As2, from a study of silicon, its oxide and their interface. The atomic structure is a simulated model.
Doubt: the cutoff is far below the 930 eV that the study's wrapper takes by default for these files, so forces and energies are approximate.
This geometry differs little from another in the collection (a relaxation step or a small displacement).

Settings: functional PBE; potential files Ansatz PAW; basis plane waves; wave-function cutoff 580 eV; density cutoff ratio 5; exchange-correlation grid ratio 1; k mesh 1 x 1 x 1, Gamma-centred; self-consistency stop 5e-08 eV per atom in the density residual; occupations fixed; spin none; net charge 0.

Cell vectors (angstrom)
a 10.938 0 0
b 0 10.938 0
c 0 0 32.1988

Atoms and the computed forces on them: element, x, y, z (angstrom), force x, y, z (eV/angstrom)
Si 10.5916 0.232 24.8748 0.0004 0.0018 0.005
Si 5.7479 10.6872 24.7713 0.0024 0.0003 0.001
Si 2.4797 2.9256 24.6588 -0.0002 0.003 0.0069
Si 8.4271 2.465 24.8412 0.0011 -0.0009 -0.0008
Si 0.2771 5.1765 24.7686 0.0048 -0.0016 0.0014
Si 5.1613 5.7547 24.6937 -0.0042 0.0029 0.0062
Si 2.9415 8.0137 24.6062 0.0036 -0.0038 0.0052
Si 7.9454 8.4457 24.7504 0.0007 0.0015 0.0033
Si 1.3303 1.3893 26.0486 0.0034 -0.0021 -0.0029
Si 6.8546 1.3142 26.1426 -0.0044 0.0046 -0.0034
Si 4.051 4.1135 25.9939 0.0002 0.0006 -0.0005
Si 9.6072 4.0672 26.0914 -0.0025 0.0034 -0.0015
Si 1.4027 6.8359 26.0066 0.0006 0.0008 0.0013
Si 6.7719 6.8566 26.034 0.0018 -0.0002 -0.0013
Si 4.1037 9.5405 26.0087 -0.0011 0.0012 -0.0009
Si 9.472 9.5777 26.1594 0.0035 -0.0031 -0.0045
Si 2.7275 -0.0044 27.3546 -0.0006 0.0001 -0.0009
Si 8.1669 -0.0161 27.5682 -0.0003 -0.0035 0.0114
Si 0.0079 2.7248 27.4929 0.003 0.001 0.0098
Si 5.4419 2.7507 27.3718 -0.0007 0.0001 -0.0011
Si 2.7309 5.4725 27.4305 0.0034 -0.0002 0.003
Si 8.1855 5.4744 27.3647 -0.0005 0.0001 -0.001
Si -0.0016 8.1869 27.3806 -0.0003 -0.0003 -0.0015
Si 5.4396 8.2027 27.4529 -0.0023 -0.0039 0.0062
Si 4.0811 1.3724 28.7455 0.0015 -0.0013 0.0005
Si 9.5761 1.3636 28.8498 0.0006 0.0003 -0.0022
Si 1.3661 4.1183 28.8125 -0.0021 -0.0001 -0.0049
Si 6.8272 4.104 28.7505 -0.0001 0.0001 -0.0005
Si 4.0927 6.8247 28.8066 0.0002 0.0004 -0.0068
Si 9.5599 6.8285 28.7548 0.001 -0.0011 0.0002
Si 1.37 9.5652 28.7471 0.0009 0.0007 -0.0001
Si 6.7852 9.552 28.8575 0.0001 0.0028 -0.0012
Si 0.0174 -0.0175 30.157 -0.0023 0.0006 0.0007
Si 5.4359 0.0246 30.1603 0.0007 -0.0037 0.0003
Si 2.7348 2.7357 30.1466 -0.0019 0.0019 0.0009
Si 8.1903 2.7491 30.1533 0.0014 -0.0029 -0.0002
Si -0.0125 5.479 30.1514 0.0014 -0.0028 0.0002
Si 5.4746 5.4634 30.1485 -0.0014 0.0015 0.0001
Si 2.725 8.2081 30.1451 0.0025 -0.0035 0.0002
Si 8.2068 8.1919 30.155 -0.0024 0.0002 0.0003
Si 1.3673 1.3673 31.515 0.0823 -0.028 0.0334
Si 6.8362 1.3673 31.515 -0.0688 0.0695 -0.0099
Si 4.1018 4.1018 31.515 0.0561 -0.0709 0.0137
Si 9.5708 4.1018 31.515 -0.0774 0.0705 0.0043
Si 1.3673 6.8362 31.515 -0.0587 0.0814 -0.0487
Si 6.8362 6.8362 31.515 0.039 -0.1062 0.0678
Si 4.1018 9.5708 31.515 -0.1488 0.0342 0.0179
Si 9.5708 9.5708 31.515 0.048 -0.0695 0.0406
Si 2.7345 0 0.6835 0.0031 -0.0746 0.0899
Si 8.2035 0 0.6835 -0.1334 0.0232 -0.1688
Si 0 2.7345 0.6835 -0.1161 0.0003 -0.0264
Si 5.469 2.7345 0.6835 0.0905 -0.0174 0.0451
Si 2.7345 5.469 0.6835 -0.0779 0.1822 -0.21
Si 8.2035 5.469 0.6835 0.0877 -0.1075 0.0734
Si 0 8.2035 0.6835 0.061 -0.1105 0.0364
Si 5.469 8.2035 0.6835 -0.0124 0.1048 -0.0528
Si 4.1124 1.3606 2.0475 -0.0026 0.0064 -0.0015
Si 9.5498 1.3656 2.0406 0.0003 -0.0068 0.0046
Si 1.3454 4.1386 2.0236 0.0022 -0.0026 -0.003
Si 6.8483 4.0915 2.0571 -0.0008 0.0013 0.0012
Si 4.0916 6.8468 2.039 0.0056 -0.0056 0.0033
Si 9.5714 6.8358 2.0536 -0.0006 0.0026 -0.0006
Si 1.3718 9.559 2.0544 -0.0027 0.0003 0.0035
Si 6.8296 9.5841 2.0468 0.0035 -0.0008 -0.0033
Si -0.0507 -0.0374 3.3727 0.0114 0.0111 0.0166
Si 5.4796 0.0024 3.4488 0.0101 -0.0026 -0.0006
Si 2.7385 2.7883 3.3252 0.0022 -0.0025 0.0036
Si 8.1935 2.7034 3.4521 -0.0015 0.0006 -0.0063
Si -0.0016 5.4776 3.4427 -0.0038 0.0052 -0.0036
Si 5.4857 5.5019 3.3729 -0.012 -0.0161 0.0174
Si 2.7486 8.2014 3.4468 -0.0075 0.0014 -0.0043
Si 8.1955 8.2139 3.3903 -0.0016 -0.0005 0.0033
Si 1.3028 1.4375 4.5835 -0.0095 -0.01 -0.0185
Si 6.8456 1.3261 4.8733 0.0035 -0.0061 -0.0047
Si 4.1242 4.1261 4.7005 0.0162 0.007 -0.0174
Si 9.5589 4.089 4.792 0.0076 -0.0109 0.006
Si 1.3891 6.8295 4.8244 0.017 -0.0106 0.0019
Si 6.8054 6.8935 4.7544 -0.0041 0.0092 -0.0048
Si 4.1275 9.5692 4.827 0.0075 -0.0079 -0.0046
Si 9.5408 9.5346 4.798 0.0063 0.0049 -0.0074
Si 2.6601 0.1213 5.9107 -0.0081 0.0059 -0.0053
Si 8.1769 -0.0982 6.2701 0.0022 0.0017 -0.0013
Si -0.0055 2.679 6.1024 -0.0043 0.0147 0.0084
Si 5.4178 2.7528 6.1185 0.0085 0.0035 -0.0045
Si 2.8056 5.4521 6.1401 -0.0258 0.0028 0.0006
Si 8.127 5.4584 6.0696 0.0064 -0.0007 0.0069
Si -0.0078 8.1748 6.1788 -0.0063 0.0065 0.0077
Si 5.5043 8.2272 6.2698 -0.0009 -0.0088 -0.0019
As 3.9531 1.4042 7.494 0.0039 -0.0044 0.0199
Si 9.7854 1.105 7.4712 0.0105 0.0021 -0.0048
Si 1.683 3.7621 7.3209 -0.0368 0.0419 0.0116
Si 6.5709 4.354 7.4666 -0.0009 -0.0147 -0.0168
Si 4.3655 6.6065 7.5317 0.0044 0.0102 0.0103
Si 9.343 6.9152 7.4361 0.0109 -0.0151 -0.0062
Si 1.1406 9.9326 7.2844 0.0024 -0.0061 -0.0122
Si 7.1489 9.2075 7.7361 0.0009 0.0005 0.0083
O 8.2989 8.0583 7.9713 -0.0002 0.0124 -0.0005
O 2.7438 2.6942 7.9984 0.0263 -0.0378 -0.0014
O 9.5239 1.3548 24.2778 -0.0007 0.0006 0.0013
O 4.0569 6.8705 24.1341 0.0008 0.0009 -0.0046
O 0.0202 0.0246 7.9613 -0.0126 -0.0033 0.0074
O 5.4724 5.4715 8.0172 -0.0008 0.0078 0.006
O 6.8524 9.5764 24.2179 0.0007 0.0005 0
O 1.3693 4.0671 24.1835 -0.0008 -0.0003 -0.0024
O 3.8103 7.345 8.9218 -0.0031 0.0014 -0.0046
O 0.9583 4.4525 8.6132 0.0247 -0.0132 0.0091
O 9.8238 6.0932 8.7924 0.0204 0.0034 0.0017
O 2.1704 9.4249 8.4633 0.004 0.0009 0.0049
O 7.3706 3.7916 8.7887 0.0011 -0.0015 0.0032
O 6.7358 9.5514 9.2988 -0.0098 0.0107 0.0164
O 9.0542 1.7316 8.8089 -0.0077 0.0006 -0.0012
O 7.6932 3.1404 23.5424 -0.0013 0.0021 -0.0016
O 10.5031 5.8549 23.4605 -0.0018 0.0032 -0.001
O 5.1098 0.4654 23.4452 -0.001 0.0014 -0.0012
O 5.8695 5.1001 23.3618 0.0038 -0.0037 -0.0011
O 3.1047 2.2154 23.2981 0.0029 -0.0016 -0.0011
O 2.3089 8.7284 23.2398 -0.0033 0.003 -0.0016
O 8.6312 7.7716 23.413 0.0014 -0.0012 -0.0011
O 0.2434 10.3438 23.604 0.0023 -0.0024 -0.0046
Si 4.3944 1.5788 22.5024 0.0008 0.0008 -0.001
Si 3.563 7.9474 14.075 -0.0015 0 0.0053
Si 7.1463 1.0013 14.7225 0.0032 0.0025 0.0027
Si 0.9577 9.365 22.5373 0.0015 0 -0.0015
Si 1.2381 4.3511 11.937 -0.003 0.0054 -0.0024
Si 6.3233 8.9899 15.3903 0.003 0.0031 0.0012
Si 0.7317 1.3978 12.3448 -0.0007 0.0028 0.0014
Si 8.6547 4.9562 20.5452 0.0011 0.0012 -0.0012
Si 0.358 5.7326 9.3884 -0.0005 0.0283 -0.0331
Si 5.1435 3.1351 18.0435 0.0021 -0.0002 -0.0001
Si 0.9079 3.7315 16.7591 -0.0002 -0.0003 0.0005
Si 10.4465 2.8661 19.2651 0.0018 0.0002 -0.0017
As 4.9925 0.997 10.5456 0.0289 -0.0057 -0.0049
Si 0.9222 0.1925 19.8694 0.0021 -0.0023 -0.0041
Si 6.7933 9.392 10.9494 0.0084 -0.0153 -0.0066
Si 9.378 9.6891 18.353 0.0031 0.0006 -0.0008
Si 9.5156 9.1955 12.6126 0.0041 0.0035 0.006
Si 6.5739 3.8447 22.5986 0.0007 0.0007 -0.0022
Si 2.4448 8.1168 9.387 -0.0116 -0.0129 -0.0038
Si 10.6444 7.3709 17.1282 0.0008 -0.0004 0.0006
Si 2.5521 6.2988 16.5998 0.0002 0.0013 0.0023
Si 10.2031 4.489 14.2042 -0.0008 -0.0068 0.0024
Si 6.1786 9.1948 18.5755 0.0009 -0.0004 -0.0015
Si 7.7916 2.4319 9.5872 0.0048 0.0064 0.0055
Si 8.8991 2.1345 12.4381 0.0003 0.01 0.0059
Si 5.3834 6.2544 18.1105 0.0018 0.0014 -0.0009
Si 3.954 0.5556 19.5258 0.0009 -0.0013 -0.0004
Si 4.3126 3.9231 12.2246 -0.0065 0.0073 0.0101
Si 5.6368 6.6089 12.2245 0.0056 0.0036 0.0032
Si 8.0412 2.519 17.2886 0.0017 0.0004 0.0008
Si 4.3871 2.5413 15.0487 0.0041 -0.0025 0.0076
Si 1.5988 1.2094 15.3047 -0.0026 0.0021 0.0012
Si 1.6726 9.4431 12.0789 0.0067 -0.0016 -0.0067
Si 8.1203 6.8701 13.9717 0.0031 0.002 0.0038
Si 10.4425 9.8339 15.5242 -0.0005 0.0006 0.0008
Si 9.8178 7.0297 22.5729 0.0006 -0.001 -0.0016
Si 8.1531 5.4932 17.4503 0.004 0.0009 0.0006
O 6.223 7.8684 11.3151 -0.0022 -0.0005 -0.0013
O 6.0527 9.2238 16.9637 0.0027 0.0007 -0.0007
O 7.8015 1.3244 13.2827 0.006 0.0043 -0.0035
O 0.9105 1.741 13.9294 0.0049 -0.001 0.0014
O 9.5043 6.2319 16.9494 0.0002 0.0004 0.0032
O 6.7979 6.2336 13.2964 -0.0012 -0.003 -0.0009
O 5.1842 4.6821 18.686 0.0019 0.0007 0.0024
O 9.2658 2.1705 18.3307 0.0004 0.0005 0.0004
O 2.4046 0.1028 19.1057 0.0018 0.0009 0.0019
O 9.4551 10.2344 16.7893 0.0021 0.0002 0.0006
O 2.8442 4.5259 11.7931 -0.0013 0.0005 -0.0002
O 5.1061 10.3298 19.1703 0.002 -0.0001 0.003
O 9.449 3.3251 13.3752 0.0028 0.0025 -0.0015
O 0.5044 1.7837 19.9901 0.0015 0.0014 0.0042
O 3.2136 1.3758 15.0929 -0.0006 0.001 -0.0014
O 8.1892 5.381 19.0621 0.0001 0.0001 -0.0004
O 3.9401 6.5772 17.4133 0.0016 -0.0002 0.0022
O 4.5919 3.2725 16.503 0.0007 0.0002 -0.0011
O 9.1025 5.6639 14.4223 0.003 -0.0034 -0.001
O 5.4439 2.7708 22.1409 0.001 0.0004 0.0034
O 10.6785 4.0383 15.6831 0.0022 0.0022 -0.0029
O 0.3715 3.8788 18.2962 0.0022 0.0002 0.0013
O 10.4634 10.5384 19.2355 0.0002 0.0001 0.002
O 9.7321 10.0178 14.0506 0.002 -0.0011 0.0005
O 10.9179 8.1338 22.1076 0.0011 0.0005 0.0031
O 1.2683 2.1526 16.5873 0.0028 0.0015 0.0006
O 9.7853 3.7762 20.4543 0.0016 -0.0007 0.0027
O 8.1548 4.0397 16.7306 0.0021 -0.0004 0
O 0.0811 9.0626 11.9564 0.0015 0.0006 0.0006
O 6.6278 2.4346 18.1028 0.0015 0.0003 0.0023
O 5.8014 10.5809 11.5351 -0.0042 -0.0088 0.0046
O 7.794 9.6018 18.8889 0.0012 0.0005 0.0033
O 10.0956 1.0675 12.0432 0.0071 0.0017 -0.0004
O 1.2241 7.0841 9.1569 -0.0133 -0.0163 0.0118
O 0.659 4.8147 13.3976 -0.0015 -0.0016 0.0013
O 5.738 7.6314 19.0315 0.0022 -0.0001 0.0023
O 5.3149 5.103 11.6359 -0.0004 -0.0024 -0.0009
O 2.7591 7.0037 15.1428 0.003 0.0018 -0.0004
O 1.0255 2.7738 11.5365 0.0085 0.0024 0.0004
O 0.9275 10.6767 15.6004 0.0036 0.0016 0.0014
O 2.516 8.683 10.905 0.0002 0.0008 0.0001
O 4.816 2.4868 11.6051 -0.0067 0.0086 0.0053
O 4.1999 3.6751 13.8682 0.0036 -0.0003 -0.0035
O 2.1969 4.7008 16.4762 0.0014 -0.0004 0.0008
O 10.7499 8.2438 15.7425 0.0018 0.0003 0.0002
O 6.9192 10.3438 14.7493 -0.0007 -0.0011 0.0013
O 2.4427 8.9906 13.4569 0.0042 0.0008 0.001
O 8.0454 1.531 15.99 0.0004 -0.0008 -0.0003
O 4.2042 7.0543 12.8769 0.0036 -0.0003 -0.0009
O 4.2234 2.0274 18.8325 0.0035 0.0023 0.0014
O 7.3224 4.4027 21.2841 0.0026 0.001 0.002
O 8.2791 2.7996 11.0913 0.0064 -0.0044 0.0107
O 1.2411 6.8868 17.4065 0.0025 -0.0004 0.0023
O 5.7217 1.7221 14.7365 0.0031 -0.0018 0.0001
O 8.3231 9.6759 11.5611 -0.0058 0.0041 -0.0026
O 9.2088 6.3041 21.2614 -0.0013 -0.0025 -0.0003
O 9.0563 7.6807 12.9386 0.002 -0.0012 0.0002
O 1.7146 0.1518 11.9274 0.0007 0.0008 0.0009
O 6.692 6.1705 17.1047 0.001 0.0004 0.0006
O 7.5041 7.8719 15.1249 0.001 0.0005 0.0002
O 1.2369 10.3048 21.2458 0.0005 0.0028 0
O 10.0711 8.2108 18.3951 0.0011 0.0004 0.0024
O 3.9482 0.8198 21.142 -0.0001 -0.0015 -0.0015
O 0.3705 5.3224 10.9488 0.0093 -0.0039 0.0228
O 6.4882 1.4492 9.6301 -0.0018 0.005 -0.0177
O 4.8462 8.6897 14.7596 0.0008 0.0002 -0.0011

Results
free energy: -143603.980 eV
free energy less fixed offsets of As -4856.12, O -568.88, Si -635.61 eV per atom: 3.490 eV

The program warned: the cutoff lies below the one the program advises for these potential files; the forces do not sum to zero within the program's tolerance; the exchange-correlation potential is rough where the density is thin.
